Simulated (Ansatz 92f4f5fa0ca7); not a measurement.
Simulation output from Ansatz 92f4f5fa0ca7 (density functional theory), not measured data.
Periodic cell of 198 atoms, Si117O81, from a study of silicon, its oxide and their interface. The atomic structure is a simulated model.

Settings
functional: r2SCAN
potential files: Ansatz norm-conserving
basis: plane waves
wave-function cutoff: 1300 eV
density cutoff ratio: 4
exchange-correlation grid ratio: 1
k mesh: 2 x 2 x 1, shifted by 0.5 0.5 0.5 of a step
self-consistency stop: 5e-08 eV per atom in the density residual
occupations: Fermi-Dirac, 0.05 eV
spin: none
net charge: 0

Cell vectors (angstrom)
a 11.5403 0 0
b 0 11.5403 0
c 3.2244 0.5497 26.8492

Atoms and the computed forces on them: element, x, y, z (angstrom), force x, y, z (eV/angstrom)
Si 3.1268 11.1395 -0.2636 0.2383 0.0557 -0.1218
Si 3.9809 4.854 1.0303 -0.2139 -0.3275 -0.6214
Si 4.0365 7.2585 0.7318 -0.1154 0.1647 -0.644
Si 6.1767 9.6912 3.2521 -0.0637 -0.0468 0.0586
Si 7.9701 2.5974 -0.1698 -0.474 -0.0973 -0.5279
Si 6.1034 7.8743 1.6882 0.0509 -0.1127 0.0626
Si 6.1664 -0.0856 -0.0562 -0.2709 0.1595 0.5722
Si 7.1269 3.8315 -2.8625 -0.3261 0.1167 -0.1991
Si 7.5106 8.5599 -0.0776 -0.1954 -0.0251 -0.0527
Si 5.518 0.0778 2.1772 0.0451 0.1769 -0.3402
Si 6.3551 5.9284 3.0805 -0.0332 0.1899 0.0733
Si 2.6026 4.4932 -0.7637 0.988 0.0942 -0.0358
Si 11.2442 4.4911 1.3181 0.0686 0.5366 0.0423
Si 10.1538 2.3804 0.8171 0.6417 -0.1702 -0.355
Si 10.1924 8.3639 1.6721 -0.2399 0.0466 -0.9862
Si 3.1313 0.0787 2.0481 0.0463 0.0917 0.0747
Si 13.5451 4.1152 2.1736 0.0816 0.0052 0.3497
Si 13.9016 7.8283 2.1939 -0.1285 -0.1595 0.179
Si 6.0863 2.0509 3.2849 -0.0048 -0.228 0.2894
Si 5.9966 3.9447 1.9069 0.2037 0.044 -0.5824
Si 2.2864 9.0106 -0.8766 0.1482 -0.1636 -0.2354
Si 10.0562 1.2798 2.9821 0.0339 -0.266 0.3166
Si 10.2511 6.1697 2.8956 -0.0459 -0.2518 0.0455
Si 10.0775 10.2395 3.1675 0.0295 0.1985 0.2819
Si 13.9088 2.0177 3.2416 0.0554 0.125 -0.2134
Si 13.9407 5.9442 3.5305 -0.5243 0.0302 0.2485
Si 13.9908 9.8099 3.3893 -0.1101 0.0178 -0.0413
Si 4.2232 2.0831 4.6983 0 0.0235 -0.0263
Si 4.478 5.9198 4.5866 -0.0944 -0.0627 0.0412
Si 4.3592 9.7177 4.7175 0.1765 -0.0748 0.1423
Si 8.1966 1.9447 4.4155 -0.029 0.0591 -0.1475
Si 8.3137 5.8921 4.3591 0.0589 0.1104 -0.04
Si 8.1733 9.8138 4.5294 -0.1914 -0.029 -0.0228
Si 11.8922 1.8934 4.4728 0.1085 0.1179 -0.0026
Si 11.8976 5.988 4.6095 0.2059 0.2305 0.313
Si 11.9456 9.8372 4.5823 0.1163 0.0064 -0.0482
Si 4.2853 0.1339 6.0424 0.0524 -0.0674 0.031
Si 4.3117 4.0211 5.9609 0.0492 -0.0571 0.1066
Si 4.4284 7.7973 5.987 -0.0448 0.1281 -0.0102
Si 8.1335 0.159 5.9729 0.023 -0.0904 0.0289
Si 8.2213 3.9421 5.7476 0.0135 -0.0446 0.0536
Si 8.1925 7.8085 5.7799 0.0895 -0.0046 0.0128
Si 11.9963 0.1222 6.0281 -0.1479 -0.0551 -0.047
Si 11.909 3.9367 5.8153 -0.0566 0.0264 -0.0494
Si 11.9687 7.9041 5.9389 -0.1048 0.0346 0.0508
Si 6.2327 11.7972 7.364 0.0064 -0.0416 -0.0204
Si 6.2864 3.9397 7.2108 -0.1018 0.0287 0.0019
Si 6.3557 7.808 7.3054 0.0138 0.026 0.038
Si 10.0763 11.6405 7.3881 0.0649 0.0545 0.0432
Si 10.0425 3.9814 7.2468 0.0475 -0.0304 0.0538
Si 10.0073 7.8681 7.2363 0.1115 0.0356 0.026
Si 13.8886 11.5815 7.4064 -0.0052 -0.0186 -0.0286
Si 13.8656 3.9831 7.227 0.0319 0.0785 -0.1458
Si 13.9908 7.8983 7.1853 -0.1572 -0.2356 -0.0878
Si 6.1519 2.1663 8.7919 0.0568 -0.0882 0.3459
Si 6.2903 5.8097 8.6198 0.0903 0.032 0.074
Si 6.365 9.8233 8.5962 0.0453 -0.0456 -0.1745
Si 10.0067 2.0948 8.6662 -0.1443 0.0059 0.1231
Si 10.0651 5.9562 8.5885 -0.0509 -0.0479 0.0556
Si 10.14 9.6572 8.7428 -0.0704 -0.1193 0.0277
Si 13.8502 2.0397 8.592 0.2566 0.0751 -0.0637
Si 13.9585 5.9961 8.4849 -0.0502 0.1721 -0.0404
Si 13.9743 9.6164 8.7819 0.0506 0.106 0.1634
Si 4.072 2.0839 10.1486 -0.2078 0.0634 -0.3441
Si 4.3065 5.9445 9.9469 0.0047 -0.1149 0.025
Si 4.5035 9.7531 9.992 0.0107 -0.2315 0.053
Si 8.4835 4.0845 11.5345 0.0368 -0.0153 -0.0343
Si 8.1723 5.9069 10.0507 0.0508 -0.0129 -0.1744
Si 8.1981 9.7829 10.0764 -0.0756 0.0714 0.0825
Si 11.9754 2.3363 9.9282 -0.1855 -0.4661 0.167
Si 12.062 6.361 9.7874 -0.1204 0.0927 -0.035
Si 11.2333 11.8558 12.2839 -0.2655 0.742 0.2108
Si 3.3881 4.124 11.2 0.2956 0.0401 0.1285
Si 1.0119 4.3675 10.9924 0.0807 0.1853 0.6483
Si 4.2321 11.5724 11.4639 -0.3724 -0.1006 -0.1657
Si 8.2134 11.7311 11.4526 0.3709 0.3493 0.6933
Si 8.1383 2.1683 10.1439 -0.1746 -0.1084 -0.1823
Si 7.5416 7.849 11.2331 0.5387 -0.1007 0.4076
Si 11.7803 9.6442 12.191 -0.0771 -0.6431 0.0433
Si 5.782 0.964 12.9105 0.4057 -0.0712 0.4446
Si 12.0436 8.8648 10.0269 -0.0279 -0.2765 -0.4876
Si 6.8303 3.8711 13.1722 -0.2964 -0.0255 0.1795
Si 3.8357 7.5253 14.1137 0.0429 0.0493 -0.0022
Si 5.1601 7.8239 11.2346 -0.646 0.1747 0.3671
Si 7.1842 4.3421 16.2101 -0.0233 0.1928 0.3411
Si 10.3432 4.7509 12.826 0.4506 0.1874 0.1412
Si 9.6914 7.6045 13.3286 -0.0082 0.1242 0.1355
Si 13.6604 9.9949 13.4443 0.0544 -0.2358 0.3676
Si 2.7813 5.2784 18.5087 -0.0211 0.0948 0.1945
Si 15.6581 4.6821 13.3587 -0.393 -0.0821 -0.2247
Si 11.3076 5.7739 18.2493 0.0859 0.0919 -0.0029
Si 9.8244 5.7264 15.5948 0.059 -0.0037 0.3407
Si 11.0992 7.34 24.1789 -0.0638 -0.1372 -0.0427
Si 7.7323 3.0502 18.9499 0.0052 0.0791 0.0343
Si 1.3389 0.0477 22.5133 -0.0217 0.1949 0.0031
Si 1.185 12.3815 17.7071 -0.0244 -0.1184 0.024
Si 4.2217 2.2957 25.6802 0.286 0.1359 -0.2008
Si 3.6426 9.8242 23.3428 -0.1247 0.0749 0.02
Si 11.3307 9.2446 21.6341 -0.1398 -0.0583 -0.0454
Si 15.4909 6.3869 26.4413 -0.2529 -0.1303 -0.1342
Si 4.7438 10.0692 20.3686 0.0844 -0.0595 -0.1425
Si 3.1081 2.2065 17.8997 0.4573 0.3786 0.2448
Si 13.4207 -1.144 19.9226 0.1027 -0.0992 -0.0266
Si 3.9914 1.9792 15.0026 -0.0372 0.2909 0.2271
Si 5.2477 1.4792 20.1456 -0.0564 0.027 0.0745
Si 6.5923 7.798 19.1886 -0.0747 -0.0739 -0.0554
Si 3.9417 8.5384 27.4272 -0.0624 -0.0962 -0.0374
Si 0.5185 2.8496 21.8867 0.0566 0.0467 0.0285
Si 1.423 11.8539 14.6474 -0.1149 0.2383 0.3101
Si 4.8519 2.821 22.8551 0.1718 0.1311 -0.125
Si 10.7048 14.274 19.0912 -0.0712 0.0683 0.1776
Si 2.9915 4.7889 21.5406 0.0674 -0.0145 -0.1535
Si 7.7071 5.63 20.7462 -0.1017 -0.0454 0.2093
Si 5.0765 6.6074 16.7777 0.0552 0.0215 0.1839
Si 2.4759 6.9147 23.7593 -0.1048 -0.1194 -0.0597
Si 9.4635 7.7517 19.8691 0.0279 0.068 0.0629
Si 7.341 4.2667 23.5818 -0.1336 0.0771 0.088
O 1.8872 3.6068 21.4735 -0.0707 -0.0235 0.058
O 7.1686 3.6744 0.7519 -0.1746 -0.0498 0.2809
O 9.0644 8.4921 0.4171 0.2583 -0.075 0.4934
O 11.1986 1.6057 -0.2624 -0.2444 0.2898 0.2709
O 4.7536 9.7961 24.5176 0.3044 -0.1093 0.2354
O 12.01 1.2032 11.1596 -0.0868 0.2155 -0.1309
O 5.7101 5.0833 13.1461 0.0296 -0.3029 0.1929
O 5.1854 1.014 14.4419 -0.0493 0.1694 -0.3679
O 1.0375 11.7727 16.2126 -0.0693 0.1408 0.1227
O 4.0892 1.946 16.6167 -0.1933 0.0576 -0.1958
O 7.2155 3.6094 14.7583 -0.0797 0.1046 -0.4465
O 7.1724 11.646 12.7588 -0.1893 0.3931 -0.4931
O 8.1804 7.8652 12.7819 0.0905 -0.0631 -0.253
O 11.66 12.3509 13.7941 0.1342 -0.0935 -0.3571
O 9.6288 12.0566 12.2229 -0.0056 -0.2204 -0.2952
O 6.0704 2.546 12.5392 0.0967 -0.3911 0.4346
O 0.3002 4.2025 12.5042 -0.1258 0.0458 -0.3695
O 10.6521 8.8832 13.1375 -0.361 -0.139 -0.1531
O 6.3804 2.9706 23.397 -0.1617 0.0667 -0.0013
O 3.8747 2.4035 24.0863 0.1286 0.0513 0.3447
O 13.5602 0.0487 21.0307 -0.1386 -0.2077 0.0339
O 7.1156 1.205 -0.3775 0.1918 0.1527 -0.1447
O 4.7192 7.956 12.8275 0.082 -0.0939 -0.1581
O -0.0251 -0.8777 22.4382 0.3061 -0.1389 -0.1962
O 5.1883 1.0177 25.8522 -0.0786 0.173 -0.1399
O 8.9964 6.6013 20.9281 -0.1186 0.0879 -0.2856
O 2.844 8.4189 23.3183 0.0784 -0.0054 0.1112
O 0.8797 1.5707 22.8442 0.033 -0.0701 -0.1947
O 7.037 -1.4359 -0.3874 -0.0795 0.0508 -0.0974
O 6.6211 2.2383 19.7841 -0.0362 0.0318 -0.0684
O 1.0615 6.8794 24.5446 0.0521 0.1009 -0.1188
O 11.0457 5.7786 16.6493 -0.2672 -0.0366 -0.0536
O 6.0156 7.529 17.7115 -0.0636 -0.1183 0.0226
O 6.4681 6.4826 20.1417 0.2928 0.0842 -0.1556
O 4.6886 7.5085 15.4903 -0.1362 -0.1292 -0.1896
O 8.1546 8.2288 19.0331 -0.0082 -0.2017 0.1701
O 11.0781 3.8991 22.6248 0.0322 -0.014 0.1659
O 4.0718 3.52 14.4922 0.1466 -0.1346 0.0386
O 8.4803 5.3047 16.3923 0.0425 -0.0911 -0.2307
O 8.0424 3.2811 -1.6511 0.0072 -0.1236 0.3089
O 10.124 4.6146 14.4419 -0.0831 0.1698 -0.2492
O 10.3558 6.3694 12.4873 -0.1724 -0.0368 0.3022
O 7.2208 3.2588 17.4201 0.02 0.1432 -0.0648
O 2.628 3.7763 17.9123 0.1116 -0.2674 0.0635
O 11.1899 8.0845 22.7442 0.0699 0.04 0.1349
O 5.8569 5.2608 16.3282 0.099 -0.0178 -0.0223
O 5.4797 11.4426 19.9549 -0.2215 0.016 0.0588
O 3.3629 9.885 19.5203 -0.0757 0.2019 0.224
O 5.7559 8.9184 19.9481 -0.0455 0.0485 0.0154
O 5.6053 3.2406 -2.8288 0.114 0.1373 0.0051
O 3.2772 6.0025 13.8601 0.3599 0.1636 0.024
O 4.8352 1.7022 21.6977 0.0051 0.1476 0.0067
O 9.6184 7.183 14.9004 0.07 -0.1353 -0.3729
O 3.3407 5.2617 20.0349 -0.1157 -0.128 -0.0619
O 1.0773 9.1539 20.619 -0.0781 0.3046 0.0986
O 10.8509 4.3409 18.8706 0.0247 -0.1075 -0.0988
O 12.6711 -0.4983 18.6507 -0.0165 0.1664 0.0238
O 7.3578 5.0613 22.1924 0.1081 -0.0624 -0.0792
O 14.2082 8.6596 14.2369 0.4716 -0.0478 -0.2691
O 14.6061 10.8425 12.4035 0.352 0.1882 -0.2279
O 2.4751 -0.5586 23.5307 0.068 -0.132 -0.1973
O 4.6819 -0.0678 -0.8067 0.0386 -0.1856 -0.0587
O 2.5605 1.4669 14.477 0.0559 -0.0843 0.0202
O 3.7568 6.1724 17.5974 0.1443 -0.0554 -0.1345
O 2.4224 6.0217 22.4118 0.0573 0.0552 0.251
O 12.8794 5.9979 18.5116 -0.0839 -0.1854 -0.0432
O 11.3062 13.8801 20.5487 0.0178 0.0532 -0.0705
O -0.0444 13.4126 17.9795 0.1111 -0.183 0.0319
O 10.1937 6.0007 24.0426 0.2167 -0.0423 0.0312
O 9.1519 2.2746 18.9858 0.0591 0.2207 -0.0383
O 5.0887 3.5845 26.1542 -0.2317 -0.4234 -0.4274
O 3.4568 4.6932 -2.1517 -0.3922 -0.3438 -0.1616
O 4.0344 2.0043 19.2229 -0.1506 -0.0583 -0.1497
O 4.4406 10.0205 21.9547 -0.1424 0.0085 -0.016
O 3.5501 7.8739 -0.8074 -0.3624 0.1258 0.6807
O 15.0417 6.3138 24.8439 0.0309 0.1241 -0.011
O 7.3035 7.7281 -1.4758 0.2345 0.1001 0.1034
O 10.0351 9.0529 20.6641 0.2076 -0.1269 0.0402
O 4.3487 4.2416 22.2402 -0.1075 -0.2527 0.0335
O 8.0072 4.4657 19.6792 -0.0812 -0.0969 -0.0321
O 10.5567 7.056 18.9005 -0.091 -0.119 0.0514

Results
free energy: -51379.038 eV
free energy less fixed offsets of O -463.61, Si -117.95 eV per atom: -26.478 eV
pressure: -1.44 GPa
stress xx, yy, zz, yz, xz, xy (GPa, positive in tension): 1.28, 1.9, 1.13, -0.14, 0.1, -0.04
